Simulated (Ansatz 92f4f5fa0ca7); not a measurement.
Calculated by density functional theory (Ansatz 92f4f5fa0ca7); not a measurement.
Periodic cell of 348 atoms, Si240O108, from a study of silicon, its oxide and their interface. The atomic structure is a simulated model.
Doubt: the cutoff is far below the 930 eV that the study's wrapper takes by default for these files, so forces and energies are approximate.
This geometry differs little from another in the collection (a relaxation step or a small displacement).

Settings
functional: PBE
potential files: Ansatz PAW
basis: plane waves
wave-function cutoff: 580 eV
density cutoff ratio: 5
exchange-correlation grid ratio: 1
k mesh: 1 x 1 x 1, Gamma-centred
self-consistency stop: 5e-08 eV per atom in the density residual
occupations: fixed
spin: none
net charge: 0

Cell vectors (angstrom)
a, 11.6015, 0, 0
b, 0, 13.3963, 0
c, 0, 0, 40.1418

Atoms and the computed forces on them: element, x, y, z (angstrom), force x, y, z (eV/angstrom)
Si, 0, 2.2327, 1.1851, -0.0098, 0.0043, 0.0265
Si, 3.8672, 2.2327, 1.1851, -0.0047, 0.0108, 0.0032
Si, 7.7343, 2.2327, 1.1851, 0.0042, 0.0036, 0.0044
Si, 1.9336, 5.5818, 1.1851, -0.0062, -0.0002, 0.0075
Si, 5.8008, 5.5818, 1.1851, -0.0063, -0.0009, -0.0008
Si, 9.6679, 5.5818, 1.1851, -0.0065, -0.0236, -0.0316
Si, 0, 8.9308, 1.1851, 0.0036, 0.0047, 0.0105
Si, 3.8672, 8.9308, 1.1851, -0.0125, 0.0058, -0.0079
Si, 7.7343, 8.9308, 1.1851, -0.0009, -0.0155, 0.0267
Si, 1.9336, 12.2799, 1.1851, -0.0146, 0.01, 0.0066
Si, 5.8008, 12.2799, 1.1851, -0.0088, 0.0063, 0.021
Si, 9.6679, 12.2799, 1.1851, -0.0021, 0.0114, -0.0056
Si, 1.9336, 1.1164, 1.9745, 0.025, -0.0221, -0.0091
Si, 5.8008, 1.1164, 1.9745, 0.0168, -0.0041, -0.0019
Si, 9.6679, 1.1164, 1.9745, -0.023, -0.0369, 0.0034
Si, 0, 4.4654, 1.9745, -0.03, 0.0202, 0.0013
Si, 3.8672, 4.4654, 1.9745, 0.0473, -0.0027, 0.0016
Si, 7.7343, 4.4654, 1.9745, 0.0491, 0.0338, 0.0036
Si, 1.9336, 7.8145, 1.9745, 0.0284, -0.0031, 0.0046
Si, 5.8008, 7.8145, 1.9745, 0.0035, -0.0028, -0.0054
Si, 9.6679, 7.8145, 1.9745, 0.0088, -0.0245, -0.0084
Si, 0, 11.1635, 1.9745, 0.0222, -0.0006, 0
Si, 3.8672, 11.1635, 1.9745, 0.0081, -0.0408, -0.0094
Si, 7.7343, 11.1635, 1.9745, 0.0214, 0.0151, -0.0082
Si, 1.9336, 1.1164, 4.3426, 0.0459, -0.0335, 0.0823
Si, 5.8008, 1.1164, 4.3426, 0.0597, 0.0123, 0.0702
Si, 9.6679, 1.1164, 4.3426, -0.0511, -0.0677, -0.0317
Si, 0, 4.4654, 4.3426, -0.0839, 0.0491, -0.1063
Si, 3.8672, 4.4654, 4.3426, 0.1484, 0.0385, -0.124
Si, 7.7343, 4.4654, 4.3426, 0.1269, 0.1154, -0.0482
Si, 1.9336, 7.8145, 4.3426, 0.0754, 0.0312, -0.0761
Si, 5.8008, 7.8145, 4.3426, 0.007, 0.0309, 0.0856
Si, 9.6679, 7.8145, 4.3426, 0.0303, -0.0213, 0.0375
Si, 0, 11.1635, 4.3426, 0.0649, 0.0249, -0.0391
Si, 3.8672, 11.1635, 4.3426, 0.0078, -0.0673, 0.0395
Si, 7.7343, 11.1635, 4.3426, 0.0512, 0.0581, 0.1513
Si, 0, 0, 35.8013, -0.184, -0.0731, -0.1961
Si, 3.8672, 0, 35.8013, -0.0031, 0.0229, -0.0325
Si, 7.7343, 0, 35.8013, -0.0419, 0.1221, 0.0329
Si, 1.9336, 3.3491, 35.8013, -0.0482, 0.0252, 0.0102
Si, 5.8008, 3.3491, 35.8013, 0.0235, -0.0176, 0.1187
Si, 9.6679, 3.3491, 35.8013, -0.1258, -0.1334, -0.144
Si, 0, 6.6981, 35.8013, -0.0219, -0.0727, 0.0955
Si, 3.8672, 6.6981, 35.8013, -0.1424, -0.0853, 0.0586
Si, 7.7343, 6.6981, 35.8013, 0.0929, -0.1599, -0.0936
Si, 1.9336, 10.0472, 35.8013, -0.0585, 0.1, -0.0257
Si, 5.8008, 10.0472, 35.8013, 0.0595, 0.0243, 0.0551
Si, 9.6679, 10.0472, 35.8013, 0.0161, -0.0044, -0.0003
Si, 0, 0, 38.1694, -0.0638, -0.0154, 0.0071
Si, 3.8672, 0, 38.1694, -0.0064, 0.0205, 0.0012
Si, 7.7343, 0, 38.1694, -0.0125, 0.0571, 0.0014
Si, 1.9336, 3.3491, 38.1694, -0.0123, 0.032, 0.0052
Si, 5.8008, 3.3491, 38.1694, 0.0116, 0.0102, -0.007
Si, 9.6679, 3.3491, 38.1694, -0.0419, -0.0286, 0.0053
Si, 0, 6.6981, 38.1694, -0.008, -0.0243, -0.0059
Si, 3.8672, 6.6981, 38.1694, -0.0536, -0.0186, 0.0045
Si, 7.7343, 6.6981, 38.1694, 0.032, -0.0487, 0.0037
Si, 1.9336, 10.0472, 38.1694, -0.0246, 0.0522, 0.0075
Si, 5.8008, 10.0472, 38.1694, 0.0109, 0.0102, 0.0027
Si, 9.6679, 10.0472, 38.1694, 0.0036, 0.0076, -0.0024
Si, 0, 2.2327, 38.9588, 0.0098, 0.0029, -0.0282
Si, 3.8672, 2.2327, 38.9588, 0.0073, -0.0069, -0.0079
Si, 7.7343, 2.2327, 38.9588, -0.0056, -0.0028, 0.023
Si, 1.9336, 5.5818, 38.9588, 0.0016, 0.0001, 0.0255
Si, 5.8008, 5.5818, 38.9588, 0.0056, -0.0049, -0.0101
Si, 9.6679, 5.5818, 38.9588, 0.0095, 0.0231, 0.0053
Si, 0, 8.9308, 38.9588, -0.0043, -0.0058, -0.0115
Si, 3.8672, 8.9308, 38.9588, 0.0107, -0.0066, -0.0208
Si, 7.7343, 8.9308, 38.9588, 0.0017, 0.0158, -0.0178
Si, 1.9336, 12.2799, 38.9588, 0.0186, -0.0126, -0.011
Si, 5.8008, 12.2799, 38.9588, 0.0091, -0.0061, -0.0084
Si, 9.6679, 12.2799, 38.9588, 0, -0.0097, -0.0017
Si, 0.024, -0.1074, 28.7376, -0.0707, 0.004, 0.0064
Si, 3.8159, -0.0564, 28.6516, -0.0154, 0.019, 0.0414
Si, 7.7352, -0.0858, 28.3623, -0.0819, 0.041, 0.0677
Si, 1.7047, 3.4506, 28.7604, 0.0481, -0.0576, 0.0989
Si, 5.491, 3.3811, 28.6552, 0.092, 0.0147, 0.0158
Si, 9.4854, 3.3383, 28.68, -0.0037, 0.0069, 0.0481
Si, -0.0761, 6.5658, 28.7771, 0.0612, 0.0445, 0.0988
Si, 3.7441, 6.6856, 28.6932, 0.0763, -0.0038, 0.0515
Si, 7.6014, 6.8287, 28.7832, 0.0594, -0.0658, -0.0014
Si, 1.9814, 10.0468, 28.7763, -0.0678, 0.0841, 0.0039
Si, 5.7209, 10.1166, 28.9226, -0.0095, -0.0287, 0.1045
Si, 9.4655, 9.8716, 28.6175, 0.0829, 0.0786, 0.0436
Si, -0.1614, 2.1818, 29.4627, -0.0253, 0.0119, -0.0862
Si, 3.6532, 2.1956, 29.4565, -0.0961, -0.0049, -0.0972
Si, 7.5321, 2.172, 29.2373, -0.0767, -0.03, -0.0517
Si, 1.873, 5.6028, 29.6831, -0.065, -0.0093, -0.1363
Si, 5.7035, 5.5932, 29.4566, -0.0675, -0.0113, -0.051
Si, 9.5184, 5.5786, 29.5003, -0.0288, 0.0061, -0.0893
Si, -0.0619, 8.8874, 29.2869, -0.0293, -0.0372, -0.0418
Si, 3.8171, 8.8749, 29.6107, 0.0519, -0.0233, -0.1028
Si, 7.6239, 8.9579, 29.7459, -0.0564, 0.0167, -0.1129
Si, 1.9217, 12.2502, 29.6129, 0.1048, -0.0296, -0.0962
Si, 5.793, 12.3675, 29.5033, 0.0871, 0.0327, -0.1027
Si, 9.6038, 12.1828, 29.2977, 0.033, -0.0505, -0.0242
Si, -0.0859, 2.2042, 31.8377, 0.0187, 0.013, -0.0561
Si, 3.7521, 2.2038, 31.8383, 0.0249, 0.0146, -0.0217
Si, 7.6285, 2.1894, 31.7004, 0.0298, 0.032, -0.0756
Si, 1.8968, 5.5885, 31.9969, 0.0085, -0.0104, -0.0469
Si, 5.7497, 5.5677, 31.8404, 0.0018, 0.02, -0.0481
Si, 9.5902, 5.5691, 31.8615, 0.0375, 0.012, -0.042
Si, -0.0377, 8.9145, 31.7404, 0.0003, -0.027, -0.0935
Si, 3.8496, 8.8946, 31.9482, -0.0065, 0.0219, -0.0352
Si, 7.6907, 8.943, 32.0445, 0.0034, -0.016, -0.0389
Si, 1.9291, 12.2581, 31.9393, -0.0509, 0.0318, -0.0253
Si, 5.7962, 12.3334, 31.8706, -0.0538, -0.0837, -0.0139
Si, 9.6312, 12.2433, 31.7326, -0.0059, 0.0107, -0.0657
Si, 1.8508, 1.1039, 32.6711, -0.0167, -0.0058, 0.0544
Si, 5.7266, 1.1449, 32.6356, -0.0133, 0.0371, 0.0657
Si, 9.575, 1.0832, 32.5595, -0.0273, -0.0036, 0.0907
Si, -0.0664, 4.4436, 32.6397, -0.0173, -0.0082, 0.07
Si, 3.8358, 4.4364, 32.6541, 0.0014, -0.019, 0.0636
Si, 7.6748, 4.4155, 32.592, -0.008, -0.0481, 0.0843
Si, 1.8781, 7.8373, 32.6735, -0.0253, 0.0127, 0.0511
Si, 5.7673, 7.7725, 32.7138, 0.0069, -0.0195, 0.043
Si, 9.6585, 7.8047, 32.6472, 0.025, -0.0003, 0.0596
Si, -0.0434, 11.1345, 32.5891, 0.0205, 0.0045, 0.0842
Si, 3.8763, 11.1559, 32.6566, 0.0819, 0.0029, 0.0726
Si, 7.718, 11.205, 32.6684, 0.0128, 0.0127, 0.0545
Si, 1.9238, 1.1177, 35.0261, 0.0049, 0.0084, 0.0194
Si, 5.7952, 1.1253, 35.0074, 0.0002, -0.0074, 0.0067
Si, 9.6527, 1.1087, 34.9684, 0.0059, 0.005, -0.0141
Si, -0.0103, 4.4592, 35.0093, 0.0028, 0.0069, 0.0023
Si, 3.872, 4.4565, 35.0171, -0.0077, 0.0068, 0.0075
Si, 7.7253, 4.4501, 34.985, 0.0041, 0.0175, -0.0076
Si, 1.9214, 7.8238, 35.0292, 0.0038, -0.0062, 0.0145
Si, 5.7967, 7.8041, 35.0514, -0.0156, 0.0105, 0.0216
Si, 9.6771, 7.8126, 35.0134, -0.0111, 0.0043, 0.0092
Si, -0.0093, 11.1557, 34.9833, -0.0085, 0.0081, -0.0059
Si, 3.8752, 11.1626, 35.019, -0.0251, 0.0026, 0.0054
Si, 7.7372, 11.1764, 35.0271, -0.008, -0.004, 0.0066
Si, -0.0028, 0.0027, 5.1308, 0.0142, -0.0017, -0.0009
Si, 3.8755, -0.0095, 5.1343, -0.0015, -0.0037, -0.0001
Si, 7.733, 0.006, 5.1581, 0.0017, -0.003, 0.0119
Si, 1.9353, 3.3633, 5.0934, -0.0075, -0.0078, -0.0127
Si, 5.8191, 3.3584, 5.1235, -0.0031, -0.0087, 0.0026
Si, 9.6698, 3.3382, 5.1259, -0.0015, 0.0103, -0.0011
Si, 0.0121, 6.7018, 5.1232, -0.0016, -0.0016, -0.0039
Si, 3.8668, 6.6922, 5.1299, 0.0084, -0.001, -0.0041
Si, 7.7346, 6.7066, 5.1489, 0.0032, -0.0164, 0.0029
Si, 1.9312, 10.0442, 5.1394, 0.0049, 0.0013, 0.0028
Si, 5.8063, 10.0506, 5.1447, 0.0035, -0.0024, 0.0066
Si, 9.6805, 10.0455, 5.1271, -0.0069, 0, -0.0023
Si, 0.0241, 0.0132, 7.4979, -0.0312, 0.0136, -0.0627
Si, 3.9115, -0.0224, 7.5061, 0.0127, -0.0123, -0.078
Si, 7.754, 0.0096, 7.5508, -0.0049, 0.0249, -0.0894
Si, 1.9865, 3.3971, 7.4319, 0.0223, 0.0202, -0.0672
Si, 5.8966, 3.3841, 7.4854, 0.018, 0.0077, -0.0664
Si, 9.72, 3.3195, 7.49, 0.0107, -0.0452, -0.063
Si, 0.064, 6.6997, 7.4853, -0.0092, -0.0045, -0.0671
Si, 3.9044, 6.6825, 7.4971, -0.0239, -0.0068, -0.0702
Si, 7.7775, 6.7292, 7.5302, -0.0266, 0.0449, -0.073
Si, 1.9626, 10.0305, 7.514, -0.0171, -0.008, -0.0743
Si, 5.854, 10.0538, 7.5243, -0.0154, -0.01, -0.0923
Si, 9.746, 10.0456, 7.4927, 0.0381, 0.0049, -0.0688
Si, 0.1076, 2.2642, 8.2411, -0.0437, -0.0065, 0.0054
Si, 3.9312, 2.2656, 8.0911, -0.0098, 0.0076, 0.0324
Si, 7.7938, 2.2504, 8.3747, -0.0199, 0.0003, 0.0672
Si, 1.977, 5.591, 8.3348, 0.0013, -0.0082, 0.0629
Si, 5.8427, 5.6104, 8.3224, 0.0257, -0.0172, 0.0472
Si, 9.7316, 5.5604, 8.1777, 0.0094, 0.0412, 0.036
Si, 0.0503, 8.8965, 8.3516, -0.0117, 0.0169, 0.0398
Si, 3.9106, 8.906, 8.2486, 0.0192, 0.0225, 0.0004
Si, 7.8233, 8.9893, 8.306, -0.0283, -0.075, 0.0121
Si, 1.9467, 12.2782, 8.2527, 0.0107, -0.0004, 0.0772
Si, 5.8441, 12.2643, 8.3699, -0.0229, 0.0252, 0.1016
Si, 9.6941, 12.2681, 8.279, 0.02, 0.0156, 0.0526
Si, 0.1823, 2.279, 10.5926, 0.0912, -0.0273, 0.1097
Si, 3.9789, 2.2947, 10.3842, 0.0631, -0.0218, 0.1436
Si, 7.8297, 2.2836, 10.8016, 0.0264, 0.008, 0.0426
Si, 1.9969, 5.5737, 10.7486, 0.0035, -0.0094, 0.0603
Si, 5.8589, 5.6546, 10.7094, 0.0032, 0.0115, 0.0954
Si, 9.7869, 5.5321, 10.4973, 0.0104, -0.0702, 0.144
Si, 0.0688, 8.8397, 10.763, 0.0551, -0.0339, 0.0532
Si, 3.9221, 8.8827, 10.5918, 0.0475, 0.0075, 0.1022
Si, 7.89, 9.0353, 10.6767, 0.0893, 0.0807, 0.1191
Si, 1.9459, 12.2768, 10.61, -0.0211, -0.0617, 0.101
Si, 5.8496, 12.2587, 10.789, 0.0345, -0.0155, 0.0837
Si, 9.712, 12.2639, 10.6441, 0.0013, -0.0292, 0.0925
Si, 2.1732, 1.1285, 11.3222, -0.0819, 0.0557, -0.0442
Si, 5.804, 1.1706, 11.3495, -0.0118, 0.0103, -0.1004
Si, 9.8716, 1.1292, 11.2739, -0.0148, 0.0228, -0.0664
Si, 0.056, 4.447, 11.5317, -0.0329, 0.0039, -0.0745
Si, 3.9507, 4.4252, 11.4388, -0.0115, 0.0129, -0.0814
Si, 7.8474, 4.602, 11.432, -0.0375, -0.036, -0.0719
Si, 2.0598, 7.7899, 11.5892, -0.0344, -0.0018, -0.0612
Si, 5.9536, 7.9647, 11.3737, -0.0875, -0.028, -0.039
Si, 9.6977, 7.6705, 11.4377, -0.0175, 0.0805, -0.0363
Si, 0.0191, 11.0895, 11.4374, -0.0263, 0.0476, -0.0696
Si, 3.8366, 11.0864, 11.3488, 0.0125, 0.0038, -0.0995
Si, 7.8389, 11.2528, 11.7005, -0.0659, -0.0262, -0.1194
O, -13.6711, 5.1995, 20.9725, 0.0011, -0.0008, -0.0054
O, -0.4615, -11.6774, 25.8497, 0.0117, -0.0052, 0.0073
O, 5.2778, 6.1969, 13.9562, -0.0048, -0.0039, -0.0045
O, 9.5241, 7.2661, 13.0623, -0.0091, -0.0251, -0.033
O, 0.4151, 6.5003, 14.729, -0.0053, 0.0045, -0.0148
O, 6.2097, 10.8208, 15.1753, -0.027, -0.0112, -0.0184
O, 2.2128, 7.8098, 13.2642, 0.0001, -0.017, 0.0619
O, -9.8465, 12.1369, 14.4775, -0.0121, -0.0096, -0.0158
O, 3.5364, 10.7595, 12.9571, -0.0172, 0.0521, 0.0197
O, 4.3582, 9.583, 20.1152, 0.0141, 0.0016, 0.0051
O, -9.9489, 0.673, 19.6995, 0.0016, 0.0046, 0.009
O, 5.3756, 14.7544, 12.9551, -0.018, -0.0257, -0.0164
O, 4.8729, 3.5795, 27.1066, -0.006, -0.0227, 0.0125
O, 2.34, 8.3058, 25.3874, 0.0607, -0.0179, 0.0723
O, 7.9137, -0.2347, 26.6811, 0.0185, -0.0218, -0.0906
O, 11.6197, 6.177, 27.1556, 0.0004, -0.0149, 0.0168
O, 16.5339, 2.2765, 17.5237, -0.0003, -0.0171, -0.0074
O, 2.1146, 14.5399, 25.6705, -0.0077, -0.0104, 0.0168
O, 9.0431, 9.5262, 27.0156, -0.037, -0.0462, -0.008
O, 2.5219, 10.2246, 27.2138, 0.0013, -0.0218, -0.0128
O, 7.5483, 7.2366, 27.1556, 0.0079, 0.046, 0.0592
O, 9.4439, 3.3802, 27.0147, 0.0151, -0.0131, 0.0215
O, -0.0548, -6.4882, 20.7046, 0.0041, 0.0003, 0.0002
O, 1.4612, 3.8444, 27.1438, -0.0115, 0.0383, 0.0104
Si, 14.8679, 12.5624, 22.7188, -0.0296, 0.0002, -0.0485
Si, 4.594, 14.3344, 18.3861, 0.0018, 0.0239, 0.023
Si, 4.0159, 41.1808, 13.7939, -0.0165, -0.0161, -0.0172
Si, 0.2121, 11.6018, 14.5184, -0.0109, 0.006, -0.0416
Si, -6.4772, 9.929, 15.9592, 0.023, -0.006, 0.035
Si, 12.3167, 18.4028, 26.2457, -0.0009, -0.0194, 0.0334
Si, 1.7607, 27.1754, 18.0778, -0.0096, -0.0091, 0.0284
Si, -8.3252, 24.9606, 14.3474, 0.0462, -0.001, 0.0076
Si, 6.864, 4.4137, 23.6403, 0.0077, -0.0302, -0.05
Si, 20.7293, 13.8381, 20.9188, -0.0031, 0.013, 0.0323
Si, -2.2665, -8.206, 19.3336, -0.006, 0.0016, 0.0263
Si, -3.4554, 21.8132, 26.1778, 0.0064, -0.0072, 0.0473
Si, 17.7344, 7.4986, 14.3797, 0.0093, 0.0035, -0.0273
Si, 7.83, 1.1961, 15.9621, -0.0109, -0.0198, 0.0278
Si, -0.2561, 18.4198, 14.7041, -0.0064, 0.0141, -0.0338
Si, 2.7531, 1.4399, 20.6592, 0.0019, -0.0101, 0.0118
Si, -1.1488, 0.9384, 14.4364, 0.0062, -0.0519, 0.0153
Si, 22.4467, 19.227, 21.7488, -0.0172, 0.0059, 0.0117
Si, -22.5991, 0.5256, 25.7695, -0.0076, -0.0036, 0.013
Si, -9.6844, 7.1009, 14.7166, 0.0131, 0.0047, -0.0403
Si, 4.0844, 5.1878, 23.4552, 0.0173, -0.0034, -0.0275
Si, 15.2098, 0.4856, 25.5507, 0.0017, -0.0044, 0.0537
Si, -2.7302, 10.5141, 17.5575, 0.0189, -0.0012, 0.0193
Si, -3.9294, 22.4553, 21.9338, 0.0167, 0.0009, -0.0204
Si, 0.3169, -2.4619, 17.3859, -0.0021, -0.0139, 0.0552
Si, 16.4088, 22.2852, 18.6975, 0.0065, 0.0186, 0.0042
Si, 13.5901, 8.3605, 17.5543, -0.0137, 0.0169, 0.0259
Si, -6.481, 2.6586, 15.9619, -0.0049, 0.0249, 0.0487
Si, -11.3527, 2.5505, 16.4385, -0.0068, 0.0002, 0.0162
Si, -2.7464, 6.8381, 23.7347, -0.0144, -0.0011, -0.0217
Si, -10.8132, 24.977, 23.7951, -0.0141, -0.007, -0.0508
Si, 2.9769, 20.2263, 25.5457, 0.017, 0.115, 0.0222
Si, 4.229, 5.0756, 14.4444, -0.0134, 0.0083, -0.0193
Si, 7.7289, 21.3561, 18.99, 0.0039, 0.023, 0.0295
Si, 5.8492, 10.3362, 25.6792, 0.0304, -0.0281, 0.0001
Si, -4.6572, 12.4574, 19.286, 0.0159, 0.0072, 0.0109
Si, 5.2198, 10.5185, 21.1467, -0.0026, 0.0235, 0.0035
Si, -6.6523, 30.0264, 25.521, 0.0088, -0.0151, 0.0213
Si, 2.7438, 9.8523, 25.6516, -0.0343, -0.0971, 0.0196
Si, 7.6694, 12.8013, 25.078, 0.0268, 0.019, 0.0399
Si, 19.8239, 15.3581, 23.4427, -0.024, -0.003, -0.0272
Si, 12.122, 6.1903, 19.3276, 0.0166, 0.0248, -0.0073
Si, 21.1783, 11.485, 22.8767, 0.0085, 0.0014, -0.013
Si, -9.7619, 17.8548, 21.3137, 0.0184, 0.0108, 0.0013
Si, 19.2463, 11.5388, 14.9793, 0.024, 0.0097, -0.0541
Si, -1.3552, 3.0433, 25.6409, -0.0315, 0.0101, 0.0215
Si, 9.3338, 2.2273, 18.4256, 0.0022, -0.0108, 0.0177
Si, 8.7263, 6.1462, 13.9762, -0.0043, -0.0038, -0.016
O, 24.6033, -3.5537, 17.9488, 0.0005, 0.0039, -0.0181
O, 0.3987, 4.0996, 15.9016, 0.0116, -0.0187, -0.0094
O, -1.0203, 15.8863, 17.4368, -0.0096, -0.0092, -0.0068
O, -0.1078, 10.8876, 13.096, 0.0181, 0.0096, 0.0271
O, 4.7362, 1.6318, 25.3224, -0.0016, -0.0008, 0.0193
O, -2.3847, 2.7498, 24.4484, -0.0052, 0.0074, 0.0087
O, 3.6571, 12.8416, 24.2894, -0.0028, -0.014, 0.0041
O, 19.0724, 26.4571, 15.5426, -0.0058, 0.0368, -0.0116
O, 10.6919, -0.6354, 14.7831, -0.0011, 0.0166, -0.0326
O, -3.948, 0.0852, 20.3345, -0.0152, -0.0114, -0.0064
O, 8.344, -6.962, 18.8891, 0.0023, -0.0055, -0.014
O, -5.9911, 5.1191, 22.867, -0.0027, 0.0056, 0.0226
O, 4.0131, 6.5848, 24.3079, -0.036, 0.0003, 0.061
O, 8.0908, -7.975, 23.9488, -0.0063, 0.0028, 0.0263
O, -6.3647, 10.0252, 17.5846, -0.0103, -0.0089, -0.0002
O, -1.2806, -12.2686, 12.8591, 0.0084, 0.006, -0.0211
O, 0.3804, 18.0728, 22.0543, -0.0044, 0.0013, 0.0085
O, 3.6585, 37.3235, 15.5513, -0.0093, 0.0198, -0.0459
O, -13.4107, 12.4717, 21.5612, -0.0066, 0.022, -0.0024
O, 1.0266, 34.0256, 18.2171, -0.0095, -0.0174, -0.0018
O, 7.878, 21.1047, 22.7867, -0.0091, 0.0146, 0.0074
O, 3.9037, 4.1872, 13.1037, 0.0035, 0.0151, 0.0551
O, 3.6858, 20.0766, 27.0189, -0.0409, 0.0028, -0.0627
O, 11.5442, 17.7606, 13.2028, 0.0065, 0.0102, 0.0595
O, 6.4146, 30.5885, 25.0931, 0.0191, 0.0132, 0.0024
O, 2.9042, 5.8301, 14.9937, -0.0014, -0.0099, -0.0184
O, -3.4085, 14.8142, 17.5542, 0.0135, 0.0091, -0.005
O, 11.9817, 13.0403, 27.1208, 0.0138, 0.0293, -0.0008
O, 14.2238, 1.1453, 12.9433, 0.0375, -0.0185, -0.0137
O, -2.8759, 10.758, 15.935, 0.0074, -0.0143, 0.0166
O, -2.9677, 23.6528, 22.4311, -0.0065, -0.0051, 0.0092
O, 9.1268, 14.9944, 15.0845, -0.0097, 0.0156, -0.0222
O, -4.98, 15.59, 15.5352, 0.0082, -0.0053, -0.0304
O, -14.4308, 3.706, 18.9025, 0.0001, 0.0078, -0.013
O, 12.4424, -0.9175, 17.6721, 0.0055, 0.0094, -0.0176
O, 3.484, 34.91, 18.1557, 0.0099, -0.0036, -0.012
O, -9.8735, 18.5774, 19.8304, -0.0046, -0.0015, -0.0109
O, 13.3943, 19.1411, 25.2982, 0.0143, 0.0085, -0.0092
O, -0.3951, 4.3093, 25.279, 0.0073, 0.0059, 0.0046
O, -5.748, 26.7043, 18.4275, 0.0024, -0.0032, -0.0066
O, 6.2323, 24.7482, 20.2121, 0.0006, 0, -0.0059
O, 4.1661, 14.9375, 19.8411, 0.0004, 0.0024, -0.0005
O, -7.2653, 11.5442, 22.0376, 0.0118, -0.017, -0.0016
O, 6.0888, 21.27, 18.8536, -0.0001, -0.0031, -0.0129
O, 6.4101, 11.7449, 25.0419, -0.0137, 0.0131, 0.0192
O, 5.8223, 10.3449, 27.2929, -0.0236, 0.0265, -0.0187
O, 14.9429, 13.4726, 17.7583, 0.0046, 0.0005, -0.011
O, -8.462, 0.6145, 22.0026, -0.0028, 0.0026, 0.0027
O, 1.6207, 10.6934, 24.8533, 0.0187, -0.0201, 0.0482
O, 13.4038, 11.8575, 22.5551, 0.0231, 0.0089, 0.0163
O, -3.2299, 8.9786, 17.868, -0.0081, -0.0106, -0.0184
O, -1.7607, 14.6692, 19.6824, 0.0006, 0, -0.009
O, -2.4835, 21.0541, 25.1152, 0.0084, -0.0229, -0.0126
O, -3.6125, 4.998, 13.0546, 0.0157, 0.0204, -0.0101
O, 10.4307, 24.1119, 18.0355, -0.0011, 0.0046, -0.0226
O, 7.3815, 14.1929, 24.2462, -0.0002, 0.0139, 0.0066
O, 4.2353, 12.8716, 14.3484, -0.0303, 0.0005, -0.0547
O, 3.9417, 1.9381, 15.1018, 0.0117, -0.0161, -0.0267
O, 11.0376, 24.2586, 23.2639, -0.0065, 0.0013, 0.0211
O, 9.0942, 14.8127, 22.2045, 0.0117, -0.0192, -0.0139
O, 3.0219, 5.1237, 22.2283, -0.0302, -0.0016, -0.0071
O, 2.1636, 16.2774, 21.1131, -0.0042, -0.0071, -0.0014
O, 19.6803, 22.0724, 20.4074, -0.0089, -0.0071, 0.0013
O, -6.2239, -5.0354, 15.5363, -0.0096, 0.0137, -0.0236
O, -1.2682, 19.9637, 23.0942, 0.0153, -0.0022, 0.0045
O, 3.9178, -0.2596, 26.982, 0.0005, 0.0102, -0.031
O, 0.1232, 1.7201, 15.0444, -0.0015, 0.0179, -0.012
O, 4.9072, 4.2447, 15.6716, 0.0062, -0.0154, -0.0172
O, 6.1888, 8.3573, 12.9946, 0.009, -0.0137, 0.0031
O, -1.8503, 18.729, 14.9606, 0.0097, -0.0081, -0.0028
O, 8.0074, 11.4419, 13.3716, -0.0067, 0.0259, 0.1147
O, 6.1157, 22.9386, 22.1012, 0.0011, 0.0038, 0.0006
O, 18.5326, 22.5392, 25.3284, -0.0108, 0.0055, 0.0192
O, 7.261, 3.0949, 22.766, -0.0042, 0.0133, 0.037
O, 7.612, 6.9746, 14.8558, 0.0047, 0.007, -0.0113
O, 2.0397, 8.1695, 15.934, -0.002, 0.0094, 0.006
O, 13.031, 15.1846, 17.2785, 0.0019, -0.0053, -0.0166
O, -3.6037, 11.6666, 18.3288, -0.0139, 0.0083, 0.0017
O, -7.7437, 3.9539, 24.5318, -0.0118, 0.018, 0.0158
O, 0.3293, 26.3936, 24.4674, 0.0051, -0.0028, 0.024
O, 4.3072, 10.0821, 25.1722, -0.0253, 0.0132, 0.038
O, -0.7633, 18.7807, 18.6793, 0.0039, 0.0017, -0.0142
O, 8.9428, -1.2402, 24.2509, 0.0172, -0.0214, -0.0191
O, 11.7361, 10.6057, 15.7915, 0.0061, -0.0063, -0.0004

Results
free energy: -213990.058 eV
free energy less fixed offsets of O -568.88, Si -635.61 eV per atom: -4.618 eV

The program warned: the cutoff lies below the one the program advises for these potential files; the forces do not sum to zero within the program's tolerance; the exchange-correlation potential is rough where the density is thin.
